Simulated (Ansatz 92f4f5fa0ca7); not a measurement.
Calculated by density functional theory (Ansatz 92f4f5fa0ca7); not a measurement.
Periodic cell of 222 atoms, Si131O89As2, from a study of silicon, its oxide and their interface. The atomic structure is a simulated model.
Doubt: the cutoff is far below the 930 eV that the study's wrapper takes by default for these files, so forces and energies are approximate.
This geometry differs little from another in the collection (a relaxation step or a small displacement).

Settings
functional: PBE
potential files: Ansatz PAW
basis: plane waves
wave-function cutoff: 580 eV
density cutoff ratio: 5
exchange-correlation grid ratio: 1
k mesh: 1 x 1 x 1, Gamma-centred
self-consistency stop: 5e-08 eV per atom in the density residual
occupations: fixed
spin: none
net charge: 0

Cell vectors (angstrom)
a  10.938  0  0
b  0  10.938  0
c  0  0  32.1988

Atoms and the computed forces on them: element, x, y, z (angstrom), force x, y, z (eV/angstrom)
Si  10.5879  0.2369  24.9083  -0.0016  -0.0001  -0.0075
Si  5.7236  10.698  24.7082  0.0029  0.0039  -0.0038
Si  2.4768  2.9464  24.6728  -0.0025  -0.0034  -0.0067
Si  8.4471  2.4836  24.842  0.0042  -0.0002  0.0009
Si  0.273  5.1914  24.7746  0.0008  -0.0045  -0.0035
Si  5.1668  5.7756  24.7107  0.0018  -0.0059  -0.0082
Si  2.942  8.021  24.6102  -0.0072  0.002  -0.009
Si  7.9403  8.4636  24.73  0.0081  -0.0008  -0.001
Si  1.3352  1.401  26.0581  0.0017  0.0014  0.0032
Si  6.8334  1.3288  26.0949  0.0037  -0.0009  0.0018
Si  4.0487  4.1324  26.0017  0.0011  -0.0028  0.0008
Si  9.6131  4.0795  26.1057  0.0004  -0.0022  0.0025
Si  1.398  6.8504  26.0095  -0.0014  0.0012  0.0009
Si  6.7777  6.8796  26.0367  0.005  -0.0013  0.0006
Si  4.107  9.5565  25.9961  -0.0034  0.0018  0.0012
Si  9.4507  9.5873  26.17  0.0005  -0.0012  0.0003
Si  2.731  0.0013  27.3558  -0.0012  0.001  -0.007
Si  8.1365  0.0017  27.5531  -0.0039  0.0017  0.0123
Si  0.0106  2.7323  27.5021  -0.0011  0.0013  0.0104
Si  5.4399  2.7567  27.3634  0.0005  -0.002  -0.0053
Si  2.7253  5.4866  27.4351  -0.0017  0.0008  0.009
Si  8.1841  5.4864  27.3678  0.001  -0.0027  -0.0066
Si  -0.0114  8.1971  27.3828  -0.0003  -0.0012  -0.0054
Si  5.4387  8.2199  27.4491  -0.0014  -0.0007  0.0098
Si  4.0847  1.3765  28.7455  0.0033  -0.0013  0.0057
Si  9.5655  1.3669  28.8417  -0.0026  0.0009  -0.0136
Si  1.3685  4.1242  28.8189  -0.0008  -0.0057  -0.0098
Si  6.8263  4.1084  28.7463  -0.0004  0.0008  0.0069
Si  4.0942  6.8357  28.8037  -0.0018  0  -0.0045
Si  9.5598  6.8334  28.7588  -0.0003  0.0026  0.0047
Si  1.3677  9.5709  28.7457  0.0003  -0.0019  0.0068
Si  6.78  9.5613  28.8585  0.0076  0.0039  -0.0127
Si  0.0108  -0.0132  30.1529  0.0015  0.0004  0.0005
Si  5.4353  0.0259  30.164  -0.0021  0.0027  0.0034
Si  2.7364  2.7372  30.1477  -0.0029  0.002  0.0004
Si  8.1876  2.7513  30.1517  0.0013  -0.0014  0.0004
Si  -0.0135  5.4813  30.1539  0.0004  0.0003  0.0021
Si  5.4718  5.4661  30.1457  0.0003  -0.0004  0.0006
Si  2.7231  8.2111  30.1445  0.0008  0.0001  0.0003
Si  8.204  8.1971  30.1536  0.0002  -0.0004  0.0021
Si  1.3673  1.3673  31.515  0.0542  -0.0204  0.0013
Si  6.8362  1.3673  31.515  -0.0516  0.124  0.0026
Si  4.1018  4.1018  31.515  0.0648  -0.0468  0.0096
Si  9.5708  4.1018  31.515  -0.0855  0.0776  0.0153
Si  1.3673  6.8362  31.515  -0.0671  0.1016  -0.0318
Si  6.8362  6.8362  31.515  0.0462  -0.0769  0.0397
Si  4.1018  9.5708  31.515  -0.1932  0.04  0.0375
Si  9.5708  9.5708  31.515  0.0385  -0.0615  0.0319
Si  2.7345  0  0.6835  0.0397  -0.0552  0.1036
Si  8.2035  0  0.6835  -0.0471  0.054  -0.1312
Si  0  2.7345  0.6835  -0.0534  -0.0224  0.0393
Si  5.469  2.7345  0.6835  0.1112  -0.0412  -0.0065
Si  2.7345  5.469  0.6835  -0.0241  0.1385  -0.1596
Si  8.2035  5.469  0.6835  0.0681  -0.0967  0.0887
Si  0  8.2035  0.6835  0.0965  -0.1075  -0.0413
Si  5.469  8.2035  0.6835  -0.0101  0.0309  0.0288
Si  4.1224  1.3599  2.0501  0.003  -0.0003  -0.0033
Si  9.5653  1.3567  2.0489  0.0001  -0.0018  0.0025
Si  1.3687  4.1195  2.0335  -0.0026  0.0022  -0.0026
Si  6.8472  4.0857  2.0549  0.0009  -0.0031  -0.0004
Si  4.1043  6.8283  2.0504  0.0015  -0.0003  0.0021
Si  9.5803  6.8349  2.0467  0.0009  -0.0004  -0.0034
Si  1.3799  9.55  2.0476  0.0039  -0.0029  -0.0013
Si  6.8285  9.591  2.0454  -0.0023  0.0017  -0.0008
Si  -0.0094  -0.0373  3.3808  0.0054  0.0091  0.0064
Si  5.4886  0.0112  3.4613  -0.0038  0.0004  -0.0065
Si  2.7748  2.7792  3.3573  -0.0048  -0.0125  0.0128
Si  8.1896  2.6962  3.4419  0.0039  0.0075  -0.0062
Si  0.0198  5.4778  3.4253  -0.004  -0.0004  -0.0028
Si  5.4811  5.4618  3.4015  0.0028  0.0026  0.0033
Si  2.7658  8.2051  3.4392  -0.0071  0.0003  -0.0072
Si  8.209  8.2249  3.37  0.0014  -0.0048  0.0076
Si  1.3927  1.3819  4.6183  0.0005  0.001  -0.0103
Si  6.8445  1.3462  4.8951  -0.0001  -0.0017  0.0079
Si  4.1528  4.0813  4.7935  0.0011  0.0025  -0.0037
Si  9.5775  4.081  4.7492  -0.0006  -0.0027  0.002
Si  1.4125  6.8281  4.8087  0.0037  0.002  0.0022
Si  6.8315  6.8831  4.7139  -0.0011  0.0005  -0.0059
Si  4.1359  9.5722  4.831  0.0027  0.0025  0.008
Si  9.5559  9.5469  4.7811  -0.0015  -0.0017  -0.0057
Si  2.7369  0.0939  6.0443  0.0014  0.0033  -0.0017
Si  8.2042  -0.0664  6.2505  -0.0044  -0.0001  -0.0032
Si  0.031  2.667  6.0209  0.0002  -0.0003  -0.0031
Si  5.4696  2.7171  6.2764  -0.0004  -0.0023  -0.0016
Si  2.809  5.4705  6.1672  -0.0013  0.0011  -0.0022
Si  8.1769  5.477  6.0269  0.0011  -0.0013  -0.001
Si  0.0094  8.1789  6.1426  -0.0002  -0.0013  0.0003
Si  5.5318  8.2151  6.2072  -0.0003  0.0008  -0.0039
Si  3.8229  1.5588  7.5728  -0.0002  -0.0023  -0.0019
Si  9.8436  1.1349  7.4231  0.0009  0.0039  0.0062
Si  1.6233  3.7922  7.2992  -0.0013  -0.0018  0.0008
Si  6.6471  4.4126  7.4512  0.0007  0.0037  0.0036
Si  4.4071  6.6279  7.5145  0.0018  0  0.0058
Si  9.3682  6.9413  7.3981  -0.0011  -0.0021  0.0039
Si  1.1362  9.9039  7.288  0.0009  0.0003  0.0003
Si  7.1581  9.2187  7.6446  -0.002  0.0003  0.007
O  8.3145  8.0852  7.8991  -0.0005  0.0005  -0.0032
O  2.7143  2.7297  7.9361  -0.0005  -0.0047  0.0019
O  9.5389  1.3642  24.2849  -0.0046  -0.0012  -0.0028
O  4.058  6.8788  24.1329  0.0003  0.0045  0.0079
O  0.0275  0.0209  7.9381  0.0005  -0.0001  -0.0018
O  5.5229  5.5037  8.0042  0.0018  0.0002  -0.0015
O  6.8444  9.5875  24.1811  -0.0034  -0.0019  0.0019
O  1.3625  4.0799  24.1889  0.004  0.0044  0.0015
O  3.8719  7.3906  8.8963  -0.0006  -0.0005  -0.0019
O  0.7952  4.358  8.5874  0.0007  0.0004  -0.0014
O  9.8175  6.178  8.7974  0.0006  0.0008  -0.0013
O  2.0854  9.3664  8.5102  -0.0016  0.0002  -0.0014
O  7.5131  3.933  8.7713  -0.0011  0.0002  -0.0023
O  4.2454  0.8805  9.0294  -0.001  0.0013  -0.0005
O  6.7129  9.5398  9.1943  0.001  -0.0005  -0.0027
O  9.2224  1.8696  8.7608  0.0005  -0.001  -0.0014
O  7.7658  3.1972  23.5329  -0.0021  0.0014  -0.0007
O  10.4996  5.8679  23.4637  -0.0014  0.0012  0.0013
O  5.0592  0.4196  23.3529  0.0018  -0.0029  0.0034
O  5.9059  5.1385  23.3855  -0.0034  0.0039  0.0025
O  3.1081  2.2411  23.3147  -0.0002  0.0002  0.001
O  2.3134  8.7285  23.2356  0.0046  -0.0035  0.0033
O  8.6295  7.7846  23.3923  -0.0033  0.002  -0.0009
O  0.2241  10.286  23.6739  0.0013  -0.0008  0.0036
Si  4.3834  1.6264  22.4856  -0.0014  0.0025  -0.002
Si  3.5175  7.924  14.0877  0.0006  0.0006  0.0001
Si  7.1677  0.8964  14.6209  -0.0002  0.001  -0.0015
Si  0.949  9.3695  22.5647  -0.0025  0.0025  0.0006
Si  1.2024  4.2827  11.856  0.0003  0.0001  0.0014
Si  6.2953  8.9177  15.4071  -0.0006  -0.0012  0.0035
Si  0.698  1.3352  12.2229  -0.0005  -0.0006  0.0014
Si  8.6311  4.9776  20.5175  0.0001  -0.0003  -0.0011
Si  0.3221  5.6931  9.3616  -0.0003  0.0007  0.0016
Si  5.0358  2.8986  17.755  0.0003  0.0021  -0.0003
Si  0.8543  3.6541  16.666  0.0001  0.0001  -0.0023
Si  10.3818  2.823  19.2004  -0.0007  -0.0001  -0.0011
Si  5.2918  1.1821  10.2685  0.0009  -0.0008  0.0015
Si  0.9408  0.1995  19.9011  0.0003  -0.0002  0
Si  6.6618  9.4676  10.8341  0.0007  -0.0005  0.0018
Si  9.4821  9.8827  18.1715  0.0041  -0.0009  -0.0033
Si  9.4282  9.2285  12.5081  -0.0008  -0.0005  0.0011
Si  6.6067  3.881  22.6255  0.0023  -0.0028  -0.0023
Si  2.4519  8.0484  9.3698  0.0002  -0.001  0.0021
Si  10.4356  7.364  16.9888  -0.0007  -0.0024  -0.0014
Si  2.3945  6.2601  16.591  0.0021  -0.0007  -0.0006
Si  10.1661  4.4253  14.141  -0.0006  0.0003  0.0006
As  6.3903  9.2991  18.7536  -0.0017  -0.0008  -0.0021
Si  7.9521  2.5552  9.5149  0.0011  -0.0011  0.0013
Si  8.8868  2.084  12.374  -0.0003  -0.0007  0.0002
As  5.1554  6.0627  18.4937  0.0001  0.0029  -0.0011
Si  3.891  0.6179  19.4692  0.0019  0.0008  -0.0027
Si  4.3008  3.8704  11.9384  0.0003  -0.0001  0.001
Si  5.5623  6.6209  12.1362  -0.0001  0.0004  0.0016
Si  7.9656  2.4467  17.1991  -0.0002  0.0015  -0.0021
Si  4.4021  2.4163  14.7819  0.0002  -0.0008  -0.0001
Si  1.5898  1.1594  15.1347  -0.0001  -0.0002  -0.0009
Si  1.6106  9.3695  12.0297  0.0002  0  0.0022
Si  8.0646  6.8294  13.8741  0.0002  -0.0001  0.0009
Si  10.4904  9.8367  15.3542  -0.0002  -0.0011  -0.0013
Si  9.8225  7.0363  22.5636  0.0012  -0.0011  -0.0007
Si  7.9657  5.4984  17.4549  0.0013  0  -0.002
O  6.0403  7.9906  11.2987  -0.0002  -0.0002  -0.0012
O  6.0668  9.18  17.0021  0  0.0001  -0.0001
O  7.7681  1.2222  13.1481  -0.0001  -0.0001  0.0002
O  0.8312  1.7036  13.8055  0.0002  -0.0005  -0.0007
O  9.2822  6.2311  16.847  0.0012  0.0007  0.001
O  6.7956  6.1902  13.1  -0.0005  -0.0006  -0.0006
O  4.9972  4.297  18.5983  -0.0003  -0.0072  0.0005
O  9.1853  2.1337  18.2704  0  -0.0004  0.0004
O  2.3878  0.0343  19.1471  -0.0002  -0.0012  0.0001
O  9.6421  10.4182  16.6278  0.0006  0.0002  -0.0005
O  2.8022  4.473  11.6454  -0.0008  -0.0004  -0.001
O  5.1284  10.5263  19.1648  -0.0013  0.0006  0.0006
O  9.4036  3.2202  13.3865  0.0001  -0.0005  -0.0007
O  0.4266  1.7652  19.9849  -0.0008  0.0004  -0.0002
O  3.1809  1.3225  14.8443  0.0001  0.0001  -0.0003
O  8.1044  5.4586  19.071  -0.0004  0  -0.0012
O  3.6943  6.5127  17.5472  -0.0033  0.0008  -0.0003
O  4.5852  3.193  16.2101  0  -0.0006  -0.0003
O  9.091  5.636  14.2682  0.0003  -0.0005  -0.0008
O  5.4771  2.7963  22.2191  -0.0008  -0.0005  -0.0005
O  10.5814  4.0171  15.6522  -0.0001  -0.0005  0.0001
O  0.3466  3.7691  18.2127  0.0001  -0.0001  0.0005
O  10.6467  10.4504  19.1268  -0.0018  -0.0009  -0.001
O  9.722  10.0663  13.9209  0.0002  0.0003  -0.0002
O  10.9248  8.1389  22.0933  -0.0003  -0.0013  0.0001
O  1.2514  2.09  16.4255  0.0002  -0.0009  0.0001
O  9.7311  3.7813  20.357  0.0003  -0.0003  -0.0008
O  7.9805  4.0195  16.7843  0.0009  -0.0018  0.0004
O  0.0005  9.033  11.857  0.0005  -0.0004  -0.0013
O  6.504  2.1765  17.8834  -0.0003  0.0002  0.0006
O  5.6266  10.7522  11.1608  -0.0002  -0.0001  -0.0014
O  7.9696  10.2392  18.7086  -0.0022  0.0016  0.0023
O  10.06  1.0205  11.9093  0.0001  0.0004  -0.0013
O  1.3337  6.9207  9.0812  0.0003  -0.0008  -0.0015
O  0.6464  4.6901  13.3446  0.0003  -0.0002  -0.0012
O  5.2441  5.1405  11.4476  -0.0002  -0.0006  -0.0012
O  2.7059  7.0083  15.1727  0.0003  -0.0007  0.001
O  1.0001  2.7138  11.4202  0  0.0001  -0.0012
O  1.0277  10.578  15.3866  0.0002  0.0005  -0.0002
O  2.4641  8.5496  10.9082  0.0002  -0.001  -0.0016
O  4.729  2.4767  11.1395  -0.0001  -0.0003  -0.001
O  4.3063  3.4953  13.5493  0.0003  -0.0002  -0.0002
O  2.1161  4.6553  16.3928  -0.0007  -0.0009  0
O  10.6142  8.2229  15.5969  -0.0001  0.0003  -0.0005
O  7.0011  10.2287  14.7549  0.0005  0.0013  -0.0013
O  2.3825  8.9243  13.4161  -0.0004  -0.0001  -0.0013
O  8.0595  1.5647  15.8247  -0.0003  -0.0005  -0.0005
O  4.1798  6.9847  12.929  0.0005  -0.0008  -0.0015
O  3.9867  1.9113  18.4916  0.0011  -0.0023  0.0016
O  7.3076  4.4354  21.2822  0  -0.0005  0.0012
O  8.3277  2.8639  11.0619  -0.0001  -0.0004  -0.0007
O  1.0085  6.8194  17.3015  -0.0006  -0.0004  0.0002
O  5.6882  1.4959  14.584  0.002  -0.0006  -0.0014
O  8.1742  9.7295  11.5141  -0.0002  -0.0001  -0.0013
O  9.2291  6.3009  21.2473  0.0003  -0.0001  0.0002
O  8.9544  7.735  12.8849  0.0002  -0.0001  -0.0009
O  1.676  0.076  11.851  -0.0001  -0.0001  -0.0011
O  6.4725  6.1583  17.1994  0.002  -0.0003  0.0002
O  7.3852  7.7179  15.089  0.0008  -0.0006  -0.0016
O  1.2032  10.376  21.3216  0.0002  -0.0007  0.0005
O  9.8115  8.2812  18.1825  -0.0004  -0.0001  0.0009
O  3.9068  1.0499  21.0495  0.0011  -0.0008  -0.0013
O  0.3129  5.2922  10.9267  0.0003  -0.0003  -0.0009
O  6.6812  1.5494  9.4907  -0.0003  -0.0002  -0.0007
O  4.7919  8.702  14.7776  -0.0006  -0.0003  -0.0011

Results
free energy: -143602.655 eV
free energy less fixed offsets of As -4856.12, O -568.88, Si -635.61 eV per atom: 4.815 eV

The program warned: the cutoff lies below the one the program advises for these potential files; the forces do not sum to zero within the program's tolerance; the exchange-correlation potential is rough where the density is thin.
